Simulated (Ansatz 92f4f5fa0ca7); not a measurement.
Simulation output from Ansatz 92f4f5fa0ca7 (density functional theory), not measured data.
Periodic cell of 254 atoms, Si144O106N4, from a study of silicon, its oxide and their interface. The atomic structure is a simulated model.

Settings: functional r2SCAN; potential files Ansatz PAW; basis plane waves; wave-function cutoff 800 eV; density cutoff ratio 5; exchange-correlation grid ratio 1; k mesh 1 x 1 x 1, shifted by 0.5 0.5 0 of a step; self-consistency stop 1e-10 eV per atom in the density residual; occupations fixed; spin none; net charge 0.

Cell vectors (angstrom)
a	10.887	0	0
b	0	10.887	0
c	0	0	35.5828

Atoms and the computed forces on them: element, x, y, z (angstrom), force x, y, z (eV/angstrom)
Si	-0.2279	0.1296	0.2918	-0.0686	-0.0482	0.2413
Si	2.4035	2.5805	0.21	0.0277	0.0303	0.2283
Si	0.5126	5.0748	-0.0381	-0.0458	-0.0256	0.2814
Si	2.9849	7.9198	0.1494	-0.0065	-0.0076	0.2334
Si	5.7671	-0.232	0.039	0.0033	-0.0127	0.2322
Si	8.5398	2.4037	-0.0827	0.0114	0.0079	0.3045
Si	5.1102	5.5156	0.0849	-0.0365	-0.0086	0.2319
Si	7.7346	8.1276	-0.0478	0.1043	0.0907	0.2496
Si	1.2015	1.3097	1.7055	-0.0535	-0.0132	0.0262
Si	4.0542	3.8442	1.3313	0.0277	-0.0158	-0.018
Si	1.4051	6.7157	1.3792	0.0146	0.0157	-0.0174
Si	4.0804	9.6088	1.3417	-0.0014	-0.0257	0.0108
Si	6.9165	1.3464	1.3033	-0.0064	-0.0378	-0.022
Si	9.6225	4.056	1.2211	0.0031	0.0039	-0.0385
Si	6.7385	6.6323	1.403	-0.0029	-0.0185	0.0325
Si	9.4387	9.2949	1.2499	0.0246	0.0264	-0.0471
Si	-0.09	2.7958	2.8688	0.017	-0.0467	0.0515
Si	2.734	-0.0333	2.8075	-0.0162	0.0055	0.0269
Si	-0.0184	8.0688	2.6712	0.0015	0.0187	0.0385
Si	2.7648	5.3315	2.724	0.0083	0.0439	0.0336
Si	5.5106	2.6393	2.6961	-0.0392	-0.0272	0.0149
Si	8.1905	-0.1036	2.671	-0.0154	-0.0002	0.0721
Si	5.4188	8.145	2.7097	-0.0167	-0.0507	0.0324
Si	8.2349	5.3641	2.6569	-0.0205	0.0121	0.0339
Si	1.3674	4.0982	4.149	-0.0206	-0.0117	-0.0113
Si	4.1212	1.3414	4.1118	-0.0111	-0.0018	-0.0117
Si	1.342	9.45	4.068	0.0049	0.0049	-0.0163
Si	4.0839	6.757	4.0649	0.0077	-0.007	0.0017
Si	6.8424	4.0385	4.0447	0.0064	0.0025	-0.0155
Si	9.4736	1.3049	4.0963	0.0335	0.0119	0.0048
Si	6.7988	9.4966	4.0682	0.0128	-0.0037	-0.0307
Si	9.5309	6.752	4.0757	0.0022	-0.0059	-0.0135
Si	0.0038	-0.0245	5.4282	0.0272	0.0105	0.0055
Si	2.7396	2.7189	5.4625	0.0143	0.0099	0.0008
Si	0.01	5.4486	5.4881	0.0073	-0.0187	0.0089
Si	2.7057	8.1055	5.4291	0.0127	0.0047	0.0134
Si	5.4637	-0.0278	5.4578	-0.0203	-0.0294	0.0057
Si	8.1323	2.6677	5.4541	0.0085	-0.0094	-0.0007
Si	5.4775	5.4254	5.4127	0.0143	0.0243	0.0177
Si	8.1713	8.1484	5.4247	0.009	0.0051	0.0185
Si	1.3581	1.3526	6.7949	-0.014	-0.0146	0.0085
Si	4.0963	4.102	6.8095	-0.0169	0.0015	0.008
Si	1.3572	6.818	6.845	0.0084	0.0079	0.0126
Si	4.0788	9.4888	6.7706	-0.0131	0.0016	0.0086
Si	6.7817	1.3518	6.8393	0.0053	-0.0031	0.0063
Si	9.5197	4.0454	6.7827	0.0005	-0.0114	0.0139
Si	6.8086	6.8021	6.7933	-0.0185	-0.0144	0.0027
Si	9.5216	9.5234	6.8041	-0.016	0.0102	0.002
Si	-0.0134	2.7146	8.1739	0.0226	0.0012	-0.0034
Si	2.7342	-0.0142	8.1125	0.0085	0.0012	-0.0028
Si	-0.0072	8.1843	8.1854	0.0198	0.0093	-0.0136
Si	2.7526	5.49	8.191	-0.0165	-0.0211	0.0025
Si	5.4355	2.7375	8.1799	-0.0054	-0.0113	-0.0111
Si	8.1635	0.0076	8.1837	-0.0065	0.0042	-0.0026
Si	5.4453	8.1725	8.1695	0.0106	0.0038	-0.0057
Si	8.1778	5.4329	8.1226	0.0114	0.0045	-0.0155
Si	1.3409	4.1363	9.492	0.0241	-0.0052	0.0044
Si	4.0706	1.3391	9.4899	-0.0131	0.0123	-0.0034
Si	1.3763	9.5684	9.5008	-0.0221	-0.0022	-0.0007
Si	4.1081	6.8594	9.5947	0.0024	0.0152	0.0033
Si	6.8108	4.1273	9.5023	-0.0249	-0.0215	-0.0158
Si	9.4976	1.3754	9.5708	-0.0151	-0.0103	-0.0001
Si	6.7955	9.5444	9.5459	0.0038	0.003	-0.0105
Si	9.504	6.7962	9.5028	-0.0093	0.0112	0.0142
Si	0.0203	0.0043	10.8821	0.0019	0.032	0.0148
Si	2.7172	2.7543	10.7701	0.0226	-0.0182	0.0043
Si	-0.0157	5.4904	10.8944	0.0145	0.0057	0.0266
Si	2.7199	8.2728	10.9205	0.0109	-0.0156	0.0154
Si	5.4307	0.0296	10.9131	-0.0219	0.035	0.0168
Si	8.1129	2.7874	10.9061	0.0307	-0.0208	-0.0162
Si	5.5391	5.5047	10.9189	-0.0254	-0.0489	0.0276
Si	8.1546	8.1517	10.8734	-0.0016	0.0267	0.0108
Si	1.3232	1.5017	12.1561	-0.0227	-0.0369	-0.0654
Si	4.1311	4.0621	12.0981	-0.0223	0.0464	-0.0259
Si	1.3401	6.899	12.2351	0.0176	-0.0109	-0.0297
Si	4.0565	9.6336	12.3426	-0.0191	-0.001	-0.0234
Si	6.7412	1.4403	12.2765	0.026	-0.0048	-0.0471
Si	9.4604	4.169	12.2636	-0.0435	-0.0667	-0.0204
Si	6.8718	6.8722	12.3834	-0.0002	0.0027	-0.0408
Si	9.5914	9.4268	12.2037	-0.0369	0.0362	-0.0459
Si	-0.0799	2.7931	13.5658	0.0497	0.0384	-0.0097
Si	2.6834	0.2777	13.5759	-0.0055	-0.0122	-0.0505
Si	0.0145	8.1424	13.7709	0.0031	0.0538	-0.0153
Si	2.7461	5.4262	13.3458	-0.0022	-0.0386	-0.0421
Si	5.3556	2.8196	13.6835	0.0617	-0.0273	-0.0337
Si	8.2234	-0.0087	13.378	-0.0319	0.0056	-0.0266
Si	5.3629	8.1816	13.7092	0.004	-0.0153	0.0415
Si	8.3222	5.5423	13.8196	-0.008	-0.0165	-0.0234
Si	1.3606	4.1996	14.7604	-0.0859	0.0164	-0.1311
Si	3.5574	1.9581	15.049	0.0818	0.0428	-0.1696
Si	1.137	9.9471	14.7654	-0.0246	0.0267	-0.1422
Si	4.1766	6.4491	14.8688	0.0675	0.0537	-0.157
Si	6.5742	4.4273	14.9206	0.0043	0.0265	-0.1462
Si	9.6968	1.1224	14.795	0.0409	0.0365	-0.17
Si	6.8231	9.6763	14.7555	-0.048	0.0073	-0.0923
Si	10.0361	6.5093	15.4004	-0.0379	-0.0321	-0.1341
Si	0.5749	4.2733	24.3349	-0.0115	0.0439	-0.1043
Si	12.0634	-4.892	21.8408	0.025	0.049	-0.2396
Si	-5.4287	0.5712	16.7766	0.0237	0.0472	-0.1661
Si	-13.3968	19.3344	17.2918	0.0525	-0.0616	-0.2394
Si	13.8473	5.2771	19.6143	-0.0406	0.1135	-0.2952
Si	-4.7847	20.3937	19.0045	-0.0061	-0.0128	-0.2573
Si	23.6048	19.8562	17.5057	-0.0048	-0.0665	-0.1822
Si	-0.4386	-11.5288	18.9236	-0.0122	-0.084	-0.2496
Si	1.3144	23.4501	31.3866	0.0301	-0.0366	0.2401
Si	5.4042	-3.0831	25.3401	-0.0319	0.0105	0.0312
Si	10.8879	11.4148	23.149	0.0052	-0.0522	-0.1518
Si	1.3491	8.4452	28.0736	-0.0064	-0.0079	0.2331
Si	8.2521	18.3079	23.9792	0.0119	0.0162	-0.0938
Si	-7.3414	19.1977	19.7978	0.0337	0.046	-0.2022
Si	-2.9115	-4.1355	32.5933	0.0461	0.0345	0.2174
Si	-4.1431	11.8728	20.9606	0.007	-0.0692	-0.26
Si	-3.0804	9.3793	31.0676	-0.038	-0.0299	0.2279
Si	7.8355	-8.3644	16.9965	-0.0476	-0.0535	-0.2587
Si	24.7939	6.8584	23.9515	-0.0353	-0.0531	-0.1303
Si	-0.5845	3.3999	21.9783	-0.0268	-0.026	-0.224
Si	7.5685	-10.3533	25.9515	-0.0051	-0.0252	0.0511
Si	-2.9162	-0.6494	23.2114	-0.0254	0.0733	-0.1561
Si	16.5093	4.7082	32.6112	-0.0651	-0.0339	0.2371
Si	-0.0166	-1.0101	30.3047	-0.0123	-0.0215	0.1783
Si	12.7277	6.1377	16.9311	-0.1151	0.0403	-0.2465
Si	27.4646	21.4474	32.6724	-0.0512	0.0166	0.2736
Si	12.3896	-3.5087	30.8451	-0.0113	0.0161	0.1842
Si	-5.3678	-4.3365	27.91	-0.0265	-0.0681	0.1635
Si	7.4824	26.2666	22.9133	-0.0336	-0.057	-0.158
Si	17.4396	-0.056	28.7248	0.0417	-0.0145	0.2179
Si	3.4802	3.891	24.2502	0.0191	-0.0015	-0.1248
Si	0.3354	7.1276	25.3573	0.0187	0.027	0.0333
Si	-0.2215	-5.2951	32.5953	0.0119	-0.0178	0.2042
Si	15.284	9.2385	27.6886	-0.0163	-0.0071	0.0882
Si	-2.5511	3.716	32.6328	-0.0034	0.0069	0.267
Si	-2.9477	2.5745	29.8282	0.0134	-0.0093	0.2009
Si	10.3956	-8.9601	25.6334	0.0198	-0.0088	0.0396
Si	11.7613	8.9897	21.4069	0.0423	0.0353	-0.2888
Si	-6.5797	-6.3027	29.9858	0.0121	-0.0851	0.2244
Si	-0.6937	3.4386	28.0981	0.0476	0.0289	0.1954
Si	-9.1073	0.4676	33.7905	0.022	0.0159	0.251
Si	9.2487	-8.6604	19.6175	-0.0619	-0.0598	-0.2921
Si	3.2519	8.8644	32.7896	-0.0215	0.0501	0.2154
Si	12.0559	-6.3958	30.2012	-0.0159	0.0164	0.2095
Si	4.9567	3.5624	21.4224	-0.0099	-0.0175	-0.2393
Si	15.3981	2.1689	31.4419	-0.0108	-0.0342	0.1496
Si	6.0813	-7.7352	25.4916	0.0352	0.026	0.0269
Si	18.4313	-6.2255	27.842	-0.0004	-0.0483	0.1126
O	2.5737	-0.5401	32.8082	-0.0002	-0.0065	-0.1221
O	13.3348	14.0109	15.4465	-0.0219	-0.0558	0.1318
O	5.2193	-5.6434	34.072	0.0404	-0.0033	-0.2571
O	-5.9212	-0.2832	28.3772	-0.0345	-0.0105	-0.0426
O	4.7793	3.0252	30.0823	0.0009	0.0177	-0.1039
O	-8.1625	8.1951	34.1567	-0.0073	0.0245	-0.1707
O	0.7597	3.0779	30.8644	-0.0415	0.0308	-0.0789
O	4.127	6.7849	35.7133	0.035	0.0027	-0.0983
O	6.2967	4.4495	21.7702	0.0607	0.0469	0.0944
O	5.1904	3.12	32.6015	0.0116	0.0008	-0.0727
O	11.7184	-0.4241	34.7516	0.0633	-0.0013	-0.1611
O	5.4713	0.3617	34.1265	0.0053	0.0241	-0.2289
O	9.4085	2.4493	29.1382	0.0324	-0.0331	-0.0745
O	7.8343	18.2624	34.0938	-0.0256	-0.0774	-0.2168
O	4.8412	20.0514	32.6658	0.0189	-0.043	-0.1099
O	-2.2802	2.9577	18.331	0.0783	0.013	0.1991
O	2.0779	-1.4925	15.9802	0.0312	-0.0049	0.1372
O	8.1713	-2.2349	22.9075	-0.004	-0.0595	0.0494
O	7.2581	3.8414	16.2808	0.0408	-0.0506	0.1236
O	3.6748	6.7122	19.7821	0.0092	-0.031	0.087
O	-8.4324	5.1195	18.0574	0.0558	-0.0532	0.1887
O	11.1891	0.8052	24.7422	0.0055	-0.0012	0.0639
O	11.8622	-0.7325	18.1664	-0.0248	0.0602	0.1107
O	6.7558	21.6347	19.7923	0.0519	0.1	0.1493
O	5.3368	-0.6902	17.7509	-0.0128	-0.055	0.1647
O	10.8364	0.0644	15.3364	0.0092	-0.0175	0.0675
O	-14.4201	3.9944	29.311	-0.017	0.0688	-0.0666
O	-6.4032	14.1034	25.301	-0.0247	-0.0123	0.0273
O	9.4002	9.4887	17.9623	0.0604	0.08	0.1299
O	7.7242	9.0468	15.9484	0.0384	-0.0168	0.101
O	19.9612	-6.4984	27.3787	-0.0106	0.031	-0.0734
O	11.0064	12.8484	22.3781	0.024	-0.0158	0.0742
O	2.3966	-2.0139	20.8072	-0.0785	0.03	0.1294
O	17.7376	11.0208	22.3396	0.0341	-0.0414	0.1366
O	-3.7289	-2.4966	18.404	-0.0459	-0.0087	0.1176
O	0.4157	-3.4303	21.7956	-0.042	-0.0471	0.1196
O	-0.847	0.8933	19.1507	0.0085	0.0646	0.0804
O	13.6544	-12.6245	27.6627	0.0342	0.0212	-0.052
O	5.8955	0.0099	15.3281	-0.0577	0.0498	0.0238
O	10.2177	3.2972	20.3536	0.0551	0.0733	0.1465
N	-10.5454	4.7249	22.6704	-0.0181	-0.068	0.1211
O	5.4887	12.9307	21.0361	-0.047	0.0596	0.0838
N	11.4993	16.3446	15.8491	0.157	-0.0423	0.1222
O	9.3536	10.9935	22.9502	-0.0047	0.0132	0.0458
O	-2.002	1.7314	16.0603	-0.0349	0.0254	0.1349
O	-0.6243	3.255	24.7087	-0.0111	0.009	-0.0147
O	-5.8419	8.8588	20.0462	-0.0112	-0.0147	0.0818
O	2.6358	-4.4815	22.4494	0.0758	0.013	0.1345
O	6.5883	12.4523	17.3566	-0.0067	-0.0021	0.1221
O	5.0197	7.9659	28.5132	-0.0026	0.0287	-0.026
O	22.2495	-5.3764	25.3667	0.0167	0.0272	0.0259
O	5.0167	20.0357	26.1781	0.0189	0.0116	-0.0682
O	8.0808	1.8213	20.6487	-0.0017	0.0208	0.1296
O	3.9979	14.4467	22.7405	-0.0488	-0.0024	0.1206
O	22.6604	10.162	22.5625	-0.0054	0.0679	0.1103
O	14.0818	30.5983	18.312	0.048	-0.013	0.1045
O	-6.8113	1.3688	16.4979	-0.0154	0.0025	0.0886
O	-5.6992	-10.1727	31.5398	-0.0181	0.0404	-0.1217
O	-10.5536	5.8074	34.0991	0.0048	0.062	-0.2278
O	5.4063	5.4873	15.3893	0.0246	0.0275	0.071
O	-1.682	7.1202	16.7356	-0.0157	0.0445	0.0876
O	-3.6479	-0.6461	32.3294	0.0566	-0.0319	-0.1038
O	7.3839	-11.1185	27.3517	0.0245	-0.0065	-0.0858
O	3.1678	-4.204	16.1337	-0.0557	-0.0066	0.1058
O	-1.258	1.2149	35.191	-0.0208	-0.0054	-0.1126
O	4.3683	7.7497	24.0766	0.0298	0.0143	0.0323
O	0.3107	-1.3838	28.7518	0.0279	-0.0061	-0.1515
O	1.6997	-14.4373	29.2288	0.0246	0.0224	-0.1742
O	15.9739	6.5707	26.3515	-0.0025	0.0019	-0.0816
O	0.7481	11.2945	30.5443	-0.0194	-0.0355	-0.0952
O	-4.4975	1.5859	25.677	-0.031	-0.0059	-0.0113
O	-15.025	-12.3817	35.2932	-0.0594	0.0123	-0.1135
O	1.5437	-5.5396	20.4067	-0.0776	0.0065	0.1337
O	7.9979	16.8919	23.2282	0.0152	0.0383	0.0381
O	12.8364	14.2918	24.4655	-0.0116	-0.0283	0.0482
O	22.9136	18.3671	17.5562	-0.0317	0.0346	0.1082
O	29.8126	13.5346	31.4447	-0.0045	-0.0632	-0.1499
O	24.6953	1.887	31.4795	0.0231	0.0186	-0.0586
O	6.9673	-3.2339	24.9578	0.0129	0.0025	0.0107
O	6.8412	3.8035	24.2263	-0.0021	-0.0161	0.0429
O	9.7323	18.3637	24.7357	-0.0008	0.0108	0.0245
O	-6.0938	-5.5471	31.3576	-0.0279	0.0376	-0.1281
O	12.3845	-7.0784	35.1852	-0.0195	0.0463	-0.1007
O	1.6766	-3.2878	24.5259	-0.0109	0.0511	0.0225
O	10.9997	2.4863	27.0446	0.0367	-0.0331	-0.0836
O	19.6569	3.6357	22.4681	-0.0348	0.0099	0.0686
O	14.2809	5.4557	24.6388	0.0234	0.0086	0.0696
O	7.5855	10.3398	24.77	-0.0122	-0.0363	0.0306
O	-6.0673	5.3339	28.6814	0.0383	0.0712	-0.1252
O	7.1234	17.1142	27.9683	0.0264	0.015	-0.0374
O	20.7772	4.1643	32.5892	-0.0027	-0.033	-0.123
O	-6.8596	4.1721	20.1955	0.0843	-0.0926	0.1263
O	0.5613	-14.0068	26.8297	-0.042	-0.0298	-0.0921
O	19.8324	23.1329	25.9893	0.0036	0.0128	0.002
O	0.529	-2.2566	31.1962	-0.0145	0.0296	-0.0387
O	8.0245	2.9878	34.0615	-0.0118	0.0635	-0.2445
N	-3.5695	16.0088	32.469	-0.0399	-0.0255	-0.0535
O	-1.3297	-4.1778	32.3409	-0.0234	0.0197	-0.073
O	2.7163	-17.2062	29.843	0.0179	0.0109	-0.0662
O	18.4092	-13.951	31.463	-0.0398	0.0161	-0.0988
O	6.974	12.253	29.3721	-0.0046	-0.0133	-0.0756
O	-12.472	-0.9759	30.7093	0.0254	0.0293	-0.0491
O	0.2967	-6.4029	28.838	-0.0585	-0.0159	-0.1305
O	-3.9487	-1.2321	29.7485	-0.0477	0.0295	-0.1429
O	17.4348	-6.9465	26.8078	-0.0325	-0.0019	-0.0457
N	11.7816	16.6921	31.3058	0.0639	-0.042	-0.1362
O	0.8177	1.4136	32.9033	0.0112	0.0309	-0.1551
O	2.7712	1.475	34.6212	0.0048	-0.0846	-0.1992
O	-0.238	-1.414	20.3274	0.0307	-0.0475	0.1854
O	13.7556	7.8385	31.5999	0.0006	-0.0548	-0.134

Results
free energy: -154111.639 eV
free energy less fixed offsets of N -386.36, O -570.45, Si -639.56 eV per atom: -1.859 eV

The program warned: the cutoff lies below the one the program advises for these potential files; the forces do not sum to zero within the program's tolerance; empty levels may hold ghost states of the PAW files; the exchange-correlation potential is rough where the density is thin.
